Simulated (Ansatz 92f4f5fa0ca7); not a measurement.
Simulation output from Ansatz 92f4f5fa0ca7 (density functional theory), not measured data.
Periodic cell of 212 atoms, Si132O80, from a study of silicon, its oxide and their interface. The atomic structure is a simulated model.
Doubt: the cutoff is far below the 930 eV that the study's wrapper takes by default for these files, so forces and energies are approximate.
This geometry differs little from another in the collection (a relaxation step or a small displacement).

Settings
functional: PBE
potential files: Ansatz PAW
basis: plane waves
wave-function cutoff: 580 eV
density cutoff ratio: 5
exchange-correlation grid ratio: 1
k mesh: 1 x 1 x 1, Gamma-centred
self-consistency stop: 5e-08 eV per atom in the density residual
occupations: fixed
spin: none
net charge: 0

Cell vectors (angstrom)
a, 10.938, 0, 0
b, 0, 10.938, 0
c, 0, 0, 31.7414

Atoms: element, x, y, z (angstrom)
Si, -0.397, 0.3694, 24.3452
Si, 6.1855, -0.5649, 24.3243
Si, 2.1344, 3.3254, 24.3969
Si, 8.6316, 2.0887, 24.3087
Si, 0.4846, 5.0897, 24.2431
Si, 4.7464, 6.1228, 24.3168
Si, 3.0501, 7.9265, 24.4653
Si, 7.7655, 8.5439, 24.3116
Si, 1.2788, 1.4662, 25.6188
Si, 6.9336, 1.2414, 25.7062
Si, 4.0316, 4.1849, 25.5342
Si, 9.5585, 4.0622, 25.3884
Si, 1.3715, 6.7938, 25.6511
Si, 6.703, 6.8499, 25.5427
Si, 4.2138, 9.6349, 25.5525
Si, 9.5286, 9.5478, 25.5669
Si, 2.7386, 0.0444, 26.8897
Si, 8.2593, -0.0748, 27.0595
Si, -0.0754, 2.8006, 26.9796
Si, 5.4633, 2.7431, 26.8811
Si, 2.7351, 5.4633, 27.0264
Si, 8.1737, 5.4491, 26.8352
Si, -0.0151, 8.201, 26.9277
Si, 5.4604, 8.23, 26.9994
Si, 4.1018, 1.3673, 28.3232
Si, 9.5708, 1.3673, 28.3232
Si, 1.3673, 4.1018, 28.3232
Si, 6.8362, 4.1018, 28.3232
Si, 4.1018, 6.8362, 28.3232
Si, 9.5708, 6.8362, 28.3232
Si, 1.3673, 9.5708, 28.3232
Si, 6.8362, 9.5708, 28.3232
Si, 0, 0, 29.6904
Si, 5.469, 0, 29.6904
Si, 2.7345, 2.7345, 29.6904
Si, 8.2035, 2.7345, 29.6904
Si, 0, 5.469, 29.6904
Si, 5.469, 5.469, 29.6904
Si, 2.7345, 8.2035, 29.6904
Si, 8.2035, 8.2035, 29.6904
Si, 1.3673, 1.3673, 31.0577
Si, 6.8362, 1.3673, 31.0577
Si, 4.1018, 4.1018, 31.0577
Si, 9.5708, 4.1018, 31.0577
Si, 1.3673, 6.8362, 31.0577
Si, 6.8362, 6.8362, 31.0577
Si, 4.1018, 9.5708, 31.0577
Si, 9.5708, 9.5708, 31.0577
Si, 2.7345, 0, 0.6835
Si, 8.2035, 0, 0.6835
Si, 0, 2.7345, 0.6835
Si, 5.469, 2.7345, 0.6835
Si, 2.7345, 5.469, 0.6835
Si, 8.2035, 5.469, 0.6835
Si, 0, 8.2035, 0.6835
Si, 5.469, 8.2035, 0.6835
Si, 4.1018, 1.3673, 2.0507
Si, 9.5708, 1.3673, 2.0507
Si, 1.3673, 4.1018, 2.0507
Si, 6.8362, 4.1018, 2.0507
Si, 4.1018, 6.8362, 2.0507
Si, 9.5708, 6.8362, 2.0507
Si, 1.3673, 9.5708, 2.0507
Si, 6.8362, 9.5708, 2.0507
Si, 0, 0, 3.418
Si, 5.469, 0, 3.418
Si, 2.7345, 2.7345, 3.418
Si, 8.2035, 2.7345, 3.418
Si, 0, 5.469, 3.418
Si, 5.469, 5.469, 3.418
Si, 2.7345, 8.2035, 3.418
Si, 8.2035, 8.2035, 3.418
Si, 1.3968, 1.3447, 4.7599
Si, 6.7823, 1.392, 4.8619
Si, 4.1257, 4.0914, 4.749
Si, 9.5495, 4.1107, 4.8103
Si, 1.3908, 6.8599, 4.8559
Si, 6.8306, 6.8236, 4.728
Si, 4.0871, 9.6055, 4.9048
Si, 9.6446, 9.4955, 4.6892
Si, 2.6617, 0.0734, 6.3373
Si, 8.2725, -0.0847, 5.954
Si, 0.0359, 2.7298, 6.0807
Si, 5.354, 2.7835, 6.2982
Si, 2.8426, 5.4929, 6.1367
Si, 8.1258, 5.4684, 6.1552
Si, 0.004, 8.2368, 6.2356
Si, 5.5407, 8.1621, 6.1554
Si, 3.4395, 1.9886, 7.5731
Si, 10.0102, 0.8767, 7.1675
Si, 1.7637, 3.7914, 7.3154
Si, 6.3899, 4.5506, 7.5164
Si, 4.6752, 6.3524, 7.4313
Si, 9.2479, 7.0959, 7.4178
Si, 0.7522, 10.1427, 7.506
Si, 7.4623, 9.0293, 7.241
O, 0.7889, 9.9646, 9.1933
O, 1.2184, 4.6368, 8.6562
O, 5.2031, -1.3506, 10.5926
O, 6.9292, 9.8827, 8.5798
O, 3.6478, 1.6786, 9.2172
O, 4.5284, 6.7426, 9.1319
O, 6.4573, 5.0763, 9.3107
O, 9.8894, 6.2067, 8.7181
O, 2.4443, 2.9319, 22.7957
O, 6.2948, 10.8626, 22.694
O, 7.6845, 2.2774, 22.9173
O, 0.3383, 5.6201, 22.6648
O, 2.3168, 8.6366, 23.1165
O, 8.1771, 8.0135, 22.7809
O, 4.9226, 5.7989, 22.7071
O, 11.3076, 10.5924, 23.0147
Si, 0.3398, 3.6835, 14.8988
Si, 6.8394, 11.2096, 14.0536
Si, 4.0195, 2.0856, 10.7508
Si, 3.3956, 1.7164, 22.2859
Si, 1.8777, 10.1091, 22.5679
Si, 4.7515, 10.2296, 12.0259
Si, 13.3627, 11.2004, 19.87
Si, 6.39, 13.4593, 17.0127
Si, 9.6976, 3.4351, 19.6735
Si, 2.7389, 17.565, 19.3997
Si, -1.4524, 13.3078, 16.8971
Si, 1.5835, 8.6266, 15.644
Si, 1.0523, 6.3069, 12.1716
Si, 10.4381, 11.5928, 19.0471
Si, 9.5392, 6.0989, 14.0052
Si, 5.4354, 14.1444, 14.3587
Si, 11.0081, 5.8773, 21.0718
Si, 6.3985, 12.437, 22.2414
Si, -1.033, 2.0597, 9.9718
Si, 5.3623, 5.7437, 21.1539
Si, 5.8533, 6.4556, 10.0617
Si, 7.0116, 16.0931, 12.456
Si, 2.5805, 14.6351, 12.9242
Si, 11.4973, 10.7423, 10.626
Si, 8.7616, 11.0566, 11.7965
Si, 13.0785, 9.0746, 12.5828
Si, 6.7138, 3.2567, 20.0044
Si, 8.5734, 9.2606, 18.8535
Si, 8.1383, 7.4289, 21.2568
Si, 6.8497, 3.5332, 10.0674
Si, 6.713, -1.6298, 10.0705
Si, 6.3083, 10.4691, 17.0234
Si, -0.142, 5.0568, 9.4631
Si, -0.9359, 7.5487, 16.6613
Si, 1.4744, 5.8615, 16.8065
Si, 3.583, 9.3562, 17.8146
O, 8.3353, 11.2491, 13.3659
O, 7.7201, -0.8791, 11.0696
O, 10.1771, 10.3053, 11.5052
O, 2.4236, 5.617, 18.1228
O, 9.595, 6.7184, 20.9399
O, 4.9315, 2.1175, 22.6736
O, 9.7413, 3.5371, 18.0295
O, -4.0072, 10.4675, 15.5044
O, 3.0793, 8.0694, 18.6909
O, 0.4477, 12.3733, 10.3892
O, 6.8, 17.448, 21.0157
O, 6.1174, 1.745, 14.0521
O, 1.3929, 6.6094, 20.3768
O, 3.5127, 10.6354, 18.8168
O, 9.1975, 17.9036, 15.3522
O, 6.9344, -3.259, 9.9886
O, 14.0702, 12.4352, 20.6841
O, 13.8139, 13.9923, 11.4401
O, -0.9731, 3.662, 9.7251
O, 5.942, -0.6749, 13.1076
O, 10.8378, 17.6775, 13.2547
O, 4.0995, 6.2521, 20.2315
O, -3.0137, 13.3501, 16.4154
O, 2.0564, 7.0527, 15.8199
O, 5.8272, 6.0072, 11.6427
O, 4.18, 0.782, 11.7216
O, 6.5781, 1.7393, 20.628
O, 8.2133, 17.0302, 13.0463
O, 1.1221, 11.6468, 19.0112
O, -0.0146, 17.2896, 17.3064
O, 7.6673, 4.089, 11.3834
O, 5.4702, 14.3226, 15.9804
O, 2.974, 11.251, 23.0602
O, 10.799, 4.4323, 20.3221
O, 8.9853, 8.0794, 17.7995
O, 7.9135, 8.6263, 20.1834
O, 12.706, 18.6475, 11.7783
O, 6.3858, 3.2975, 18.424
O, 1.3339, 15.4384, 15.9204
O, 2.2125, 16.2289, 12.7457
O, 7.4788, 10.2032, 18.1144
O, 5.6288, 4.1966, 20.7457
O, 2.5987, 9.5541, 16.5207
O, -5.2032, 11.9828, 17.2388
O, 9.4026, 1.1698, 8.6961
O, 10.9927, 8.7742, 16.2144
O, 10.5328, 13.4062, 15.6652
O, 3.9017, 14.329, 13.8386
O, -0.9669, 1.8583, 20.0708
O, 7.2398, 3.0548, 8.5806
O, 9.8273, 11.8709, 17.566
O, -1.0789, 10.1192, 19.4134
O, 1.2596, 14.0071, 13.6855
O, 12.8827, 10.0538, 20.938
O, 10.0123, 15.5183, 14.3704
O, 1.5448, 9.108, 14.0938
O, 0.3011, 5.6454, 10.9084
O, 8.222, 3.8438, 20.2309
O, 3.7419, 9.1843, 12.7267
O, -5.8139, 9.3514, 17.2454
O, 5.4796, 2.8673, 10.7375
O, 1.7518, 10.3542, 11.6523
O, 6.3301, 4.3916, 13.7036
O, 8.819, 1.6331, 11.1464

Results
free energy: -129408.485 eV
free energy less fixed offsets of O -568.88, Si -635.61 eV per atom: 2.435 eV

Forces (eV/angstrom), in the order of the atoms: element, x, y, z
Si, 0.1123, -0.0889, -0.0056
Si, -0.088, 0.1229, -0.0337
Si, 0.0563, -0.085, 0.0061
Si, -0.1099, 0.071, -0.0008
Si, -0.0731, 0.1116, -0.0535
Si, 0.1582, -0.0995, -0.0688
Si, -0.1316, 0.0893, -0.0167
Si, 0.0854, -0.1498, -0.039
Si, 0.0077, 0.0109, -0.0208
Si, -0.0053, 0.0078, -0.0234
Si, -0.0166, -0.0062, -0.036
Si, 0.0178, -0.0171, 0.0013
Si, 0.0042, 0.0094, -0.0019
Si, -0.0201, 0.0009, -0.0289
Si, 0.0325, 0.008, -0.0113
Si, -0.0137, 0.0064, -0.0086
Si, -0.0234, -0.015, 0.0199
Si, 0.0075, -0.0154, 0.0265
Si, 0.008, -0.0038, -0.0046
Si, 0.0078, 0.0065, 0.0222
Si, 0.0082, -0.0058, 0.0192
Si, 0.0018, 0.0127, -0.0024
Si, 0.0059, 0.0001, 0.0011
Si, 0.0039, 0.0172, -0.0041
Si, -0.0149, 0.1891, -0.4134
Si, 0.0625, 0.1402, 0.4699
Si, -0.248, -0.0013, 0.3861
Si, 0.0335, -0.0563, -0.5904
Si, 0.0025, 0.1622, 0.3994
Si, -0.2747, -0.2058, -0.5624
Si, 0.1464, 0.1005, -0.5027
Si, -0.0033, -0.2765, 0.7208
Si, 0.0744, 0.1818, 0.0121
Si, 0.1089, -0.0468, -0.0129
Si, -0.0948, -0.0148, 0.0022
Si, -0.0081, -0.1371, 0.0108
Si, 0.0673, -0.0789, 0.0114
Si, -0.0021, 0.1, -0.0063
Si, 0.061, -0.0515, 0.0222
Si, -0.1855, -0.0351, 0.0479
Si, 0.0634, -0.0871, 0.0267
Si, -0.0552, 0.0689, -0.0215
Si, 0.0122, -0.0117, -0.0074
Si, -0.0562, 0.0515, -0.0367
Si, -0.0765, 0.0567, -0.0179
Si, 0.0944, -0.0401, 0.0313
Si, -0.0466, 0.0785, -0.0285
Si, 0.0283, -0.0632, -0.0181
Si, 0.0326, -0.0426, 0.0196
Si, -0.0356, 0.0336, -0.0077
Si, -0.0314, 0.0439, -0.01
Si, 0.0486, -0.058, 0.0356
Si, -0.0331, 0.0536, -0.0021
Si, 0.0391, -0.0839, 0.0187
Si, 0.0522, -0.0222, 0.0415
Si, -0.0289, 0.007, -0.0091
Si, -0.0385, 0.025, -0.0392
Si, -0.0169, -0.0824, 0.0521
Si, 0.0183, -0.0689, 0.0308
Si, -0.0288, 0.0679, -0.0578
Si, 0.0597, -0.0408, 0.0345
Si, -0.1001, 0.0266, -0.0758
Si, 0.0303, 0.1516, -0.0661
Si, 0.0667, -0.0377, 0.0408
Si, 0.4043, -0.1088, -0.4884
Si, -0.2127, 0.1407, 0.5746
Si, 0.1136, -0.0434, -0.2547
Si, -0.3041, -0.0429, 0.4241
Si, 0.0428, 0.2187, 0.486
Si, 0.0708, -0.1912, -0.4974
Si, 0.057, 0.2879, 0.6031
Si, 0.0566, -0.3199, -0.5657
Si, -0.0251, -0.0027, -0.0895
Si, -0.0679, 0.0135, -0.0588
Si, 0.0022, 0.0049, -0.0453
Si, -0.0275, -0.0093, 0.0098
Si, -0.0228, -0.0198, -0.0366
Si, 0.0006, -0.0287, -0.0874
Si, -0.0048, 0.0061, -0.0271
Si, 0.0026, 0.0526, -0.1072
Si, 0.0002, -0.0049, 0.0008
Si, -0.0386, -0.1321, 0.1643
Si, 0.0587, 0.0227, 0.1144
Si, -0.0254, -0.0403, -0.0776
Si, 0.0769, -0.0058, 0.0499
Si, -0.0659, 0.0358, -0.0095
Si, 0.0218, 0.0322, 0.0365
Si, -0.0351, -0.1231, 0.1068
Si, 0.1667, -0.0314, 0.0872
Si, -0.292, 0.1702, 0.1877
Si, -0.1213, 0.0631, -0.0548
Si, 0.5646, -0.8514, -0.0038
Si, -0.1094, 0.0558, -0.0274
Si, -0.0402, -0.1297, -0.0655
Si, 0.1009, -0.1138, 0.0363
Si, 0.0085, 0.2619, -0.0247
O, -0.0315, 0.0511, -0.0003
O, -0.2203, -0.0292, 0.1294
O, -0.0145, -0.0249, 0.0295
O, 0.05, -0.1361, 0.0475
O, -0.0945, 0.046, -0.0479
O, 0.2097, -0.1442, 0.0377
O, -0.0721, 0.4679, 0.6305
O, -0.0002, -0.0362, 0.0644
O, -0.0112, 0.0066, 0.0251
O, 0.018, -0.0542, 0.0522
O, 0.0169, -0.0096, 0.0135
O, 0.0322, -0.0501, 0.0726
O, 0.0188, -0.0223, 0.0136
O, -0.0229, 0.0467, 0.0475
O, -0.0429, 0.0363, 0.0615
O, 0.0015, 0.0092, 0.0105
Si, 0.0204, 0.0022, 0.0118
Si, -0.0127, -0.0063, -0.0155
Si, 0.3684, 0.107, 0.0737
Si, -0.0367, 0.004, -0.0499
Si, -0.0086, 0.006, -0.0351
Si, 0.0163, 0.0378, -0.0377
Si, -0.0158, 0.0007, -0.0606
Si, 0.0093, 0.0152, 0.0253
Si, -0.0194, -0.0239, -0.0091
Si, 0.013, -0.0006, -0.0261
Si, 0.0039, 0.001, 0.0203
Si, 0.0174, 0.0217, -0.0002
Si, 0.0535, 0.0399, 0.0108
Si, 0.0174, 0.0009, 0.0062
Si, 0.0556, -0.004, 0.0366
Si, -0.0131, -0.0737, -0.0089
Si, 0.0192, -0.0175, -0.0343
Si, 0.0365, 0.0058, -0.0291
Si, 0.1316, -0.3801, -0.1551
Si, -0.0057, -0.0033, -0.0079
Si, -0.1664, 0.2631, 0.0361
Si, 0.0047, 0.0012, 0.2155
Si, 0.0305, -0.0229, -0.0343
Si, 0.0096, -0.0999, 0.0761
Si, -0.072, -0.1758, 0.0473
Si, 0.0231, -0.0299, 0.0091
Si, 0.022, 0.0381, -0.0194
Si, 0.0196, 0.0164, -0.0072
Si, -0.0214, 0.0167, -0.0426
Si, -1.1736, 0.1928, 0.0553
Si, 0.0193, 0.1503, -0.0058
Si, -0.0095, -0.0025, -0.0081
Si, 0.2336, 0.1101, 0.0781
Si, 0.0116, 0.0147, 0.0125
Si, 0.0133, 0.0136, 0.0136
Si, -0.01, -0.003, 0.0077
O, 0.0105, 0.0153, -0.0289
O, -0.0679, -0.0654, -0.0692
O, 0.0491, 0.0434, -0.0406
O, -0.0108, 0.0022, -0.0069
O, -0.0112, 0.0156, 0.0281
O, -0.0023, 0.0081, 0.0151
O, 0.0008, -0.0002, -0.0088
O, 0.0036, -0.0033, 0.0039
O, 0.0056, 0.0009, 0.0004
O, -0.0366, 0.0761, -0.0488
O, 0.0147, 0.0216, 0.0247
O, -0.0098, 0.0429, 0.0298
O, -0.022, 0.0063, 0.0216
O, -0.0113, 0.009, 0.0191
O, -0.0105, -0.0187, -0.03
O, 0.0096, -0.1163, 0.0052
O, 0.022, 0.0164, 0.0358
O, 0.1591, -0.1229, -0.0042
O, -0.118, -0.1622, 0.0004
O, 0.0073, -0.0004, -0.0081
O, -0.0166, -0.0142, -0.0208
O, 0.0213, -0.0025, 0.0177
O, 0.0027, 0.0075, 0.0014
O, -0.0071, -0.0102, -0.0027
O, 0.0735, -0.0462, -0.0326
O, -0.0319, 0.2511, -0.146
O, -0.0132, -0.0195, 0.0307
O, -0.0621, -0.0378, -0.0379
O, 0.0107, -0.003, 0.011
O, -0.0075, -0.0008, -0.0143
O, -0.0774, 0.0348, -0.3103
O, 0.0035, -0.0002, -0.0207
O, 0.0181, 0.008, 0.0185
O, 0.0134, 0.0084, 0.0077
O, -0.012, 0.0015, 0.0101
O, 0.013, -0.0124, 0.0209
O, -0.026, -0.0238, 0.0202
O, 0.0105, -0.0127, -0.0047
O, -0.0033, -0.0022, -0.0054
O, -0.0337, 0.0119, -0.022
O, 0.0098, -0.0138, 0.0071
O, 0, -0.0215, 0.0097
O, -0.0143, -0.0103, -0.0192
O, 0.0029, -0.0015, -0.0005
O, 0.2787, 0.3736, 0.0188
O, 0.0168, -0.0229, -0.0041
O, 0.0012, 0.0024, -0.0165
O, 0.0125, 0.0087, 0.0049
O, 0.0006, -0.0022, -0.0067
O, -0.0274, -0.1093, 0.0833
O, -0.0057, 0.0021, -0.0089
O, -0.0168, 0.0005, -0.0034
O, -0.0034, 0.0023, -0.006
O, -0.0134, -0.0163, 0.0477
O, -0.0239, 0.0185, -0.0194
O, -0.0163, 0.0056, 0.0046
O, -0.0635, -0.1041, -0.2233
O, -0.0063, -0.0085, -0.0085
O, -0.0076, -0.0004, 0.0042
O, 0.0121, -0.0019, -0.0123
O, 0.3791, 0.196, -0.3645
O, -0.0618, 0.0329, -0.0524
O, 0.0469, 0.0467, -0.0797
O, 0.0966, 0.1882, -0.1929

The program warned: the cutoff lies below the one the program advises for these potential files; the forces do not sum to zero within the program's tolerance; the exchange-correlation potential is rough where the density is thin.
